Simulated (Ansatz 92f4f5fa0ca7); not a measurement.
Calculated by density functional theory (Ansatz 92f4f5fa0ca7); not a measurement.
Periodic cell of 256 atoms, Si144O112, from a study of silicon, its oxide and their interface. The atomic structure is a simulated model.
This geometry differs little from another in the collection (a relaxation step or a small displacement).

Settings: functional r2SCAN; potential files Ansatz PAW; basis plane waves; wave-function cutoff 800 eV; density cutoff ratio 5; exchange-correlation grid ratio 1; k mesh 1 x 1 x 1, shifted by 0.5 0.5 0 of a step; self-consistency stop 1e-10 eV per atom in the density residual; occupations fixed; spin none; net charge 0.

Cell vectors (angstrom)
a, 10.887, 0, 0
b, 0, 10.887, 0
c, 0, 0, 36.2479

Atoms and the computed forces on them: element, x, y, z (angstrom), force x, y, z (eV/angstrom)
Si, 0.278, -0.276, -0.0344, 0.0167, -0.0119, 0.0678
Si, 3.1139, 2.5531, 0.158, 0.0078, -0.0158, 0.0578
Si, -0.1636, 5.8051, 0.1008, -0.0113, 0.0076, 0.0642
Si, 2.5259, 8.4181, -0.0864, -0.0148, 0.0128, 0.0742
Si, 5.2935, 0.3548, 0.0897, -0.0169, 0.0076, 0.0682
Si, 7.8709, 2.9936, 0.1312, -0.01, 0.0134, 0.065
Si, 5.714, 5.2234, 0.0515, 0.0141, -0.0125, 0.0702
Si, 8.5422, 7.968, 0.2515, 0.0077, -0.0156, 0.0538
Si, 1.4271, 1.342, 1.2835, 0.0004, -0.0011, -0.0017
Si, 4.2117, 4.1054, 1.4838, -0.0023, 0.0002, -0.0023
Si, 1.4255, 6.9115, 1.3882, 0.0003, -0.002, -0.004
Si, 4.1077, 9.5686, 1.2632, 0.0011, -0.0016, -0.0054
Si, 6.8016, 1.4413, 1.5016, 0.0004, -0.0015, -0.003
Si, 9.5476, 4.1457, 1.3231, -0.0008, -0.0006, -0.0032
Si, 6.8738, 6.7829, 1.3847, -0.0026, 0.0017, -0.0051
Si, 9.6886, 9.547, 1.4855, -0.0024, -0.0011, -0.0011
Si, 0.0306, 2.7238, 2.6261, -0.001, -0.0003, 0.0029
Si, 2.7613, 0.0022, 2.7175, -0.0003, -0.0013, 0.0022
Si, 0.1107, 8.1991, 2.8598, -0.0002, 0.0013, 0.0013
Si, 2.7558, 5.4796, 2.7035, 0.0009, 0.0004, 0.0015
Si, 5.4914, 2.7592, 2.9069, -0.0005, 0.0015, 0.003
Si, 8.2201, 0.0246, 2.7291, 0.0001, 0.0003, 0.0022
Si, 5.4597, 8.1853, 2.6434, -0.0019, -0.001, 0.0019
Si, 8.2127, 5.443, 2.7878, 0.0005, -0.0012, 0.0003
Si, 1.3692, 4.0884, 4.0235, -0.0005, -0.0006, -0.0012
Si, 4.0853, 1.3529, 4.1301, 0.0001, 0.0004, -0.0011
Si, 1.4476, 9.5686, 4.1633, -0.0016, -0.0009, -0.0002
Si, 4.1125, 6.8391, 4.058, -0.0005, 0.0002, -0.0009
Si, 6.8717, 4.1145, 4.1922, -0.0022, -0.001, -0.0004
Si, 9.5732, 1.3993, 4.0658, -0.0001, -0.0006, -0.0005
Si, 6.8182, 9.5284, 4.0387, -0.0009, -0.0007, -0.001
Si, 9.5658, 6.8201, 4.1248, 0.0011, 0.0002, -0.0017
Si, 0.0217, 0.0336, 5.4501, -0.0004, -0.0002, -0.0005
Si, 2.6998, 2.7322, 5.4274, -0.0007, -0.001, -0.0003
Si, 0.0232, 5.423, 5.4427, -0.0006, -0.0002, -0.0009
Si, 2.7714, 8.1624, 5.4801, -0.0008, -0.0009, -0.0002
Si, 5.4639, -0.0257, 5.447, -0.0003, 0.0004, -0.0005
Si, 8.2196, 2.7137, 5.49, -0.0007, -0.0004, -0.0002
Si, 5.443, 5.4769, 5.4542, -0.0017, -0.0005, -0.001
Si, 8.1596, 8.176, 5.434, -0.001, -0.0013, -0.0005
Si, 1.3574, 1.3902, 6.8179, -0.0004, 0, -0.0009
Si, 4.0674, 4.0856, 6.7783, -0.0014, -0.0018, -0.001
Si, 1.372, 6.7908, 6.8009, -0.0009, -0.0007, -0.0012
Si, 4.1081, 9.5194, 6.839, -0.0013, -0.0025, -0.0008
Si, 6.8251, 1.3326, 6.8036, -0.0016, 0.0004, -0.0006
Si, 9.5582, 4.0869, 6.8387, -0.0008, -0.0004, -0.001
Si, 6.7957, 6.8226, 6.808, -0.0008, -0.0014, -0.0007
Si, 9.5212, 9.5455, 6.7767, -0.0009, -0.0007, -0.0005
Si, 0.0137, 2.7268, 8.2024, -0.0012, -0.0013, -0.001
Si, 2.6993, -0.0041, 8.1564, -0.0008, -0.0007, -0.0007
Si, -0.0378, 8.1509, 8.122, 0.0001, -0.0012, -0.0009
Si, 2.7121, 5.4207, 8.1635, -0.0012, -0.0005, -0.001
Si, 5.4108, 2.6845, 8.1137, 0.0003, 0.0004, -0.0005
Si, 8.1812, -0.0131, 8.1811, -0.0007, -0.0013, -0.001
Si, 5.4527, 8.1587, 8.1947, -0.0014, -0.0004, -0.0016
Si, 8.128, 5.4275, 8.1503, 0.0001, -0.0015, -0.0005
Si, 1.3639, 4.0807, 9.5627, 0, -0.0014, -0.0021
Si, 4.0629, 1.3427, 9.5154, -0.0014, -0.0007, -0.0003
Si, 1.2958, 9.5225, 9.4827, -0.0007, -0.0017, -0.001
Si, 4.0714, 6.7744, 9.5108, -0.0016, -0.0005, -0.0008
Si, 6.7638, 4.0166, 9.4754, -0.0009, -0.0004, -0.0018
Si, 9.5296, 1.365, 9.5414, 0.0003, 0.0009, -0.0001
Si, 6.8139, 9.5164, 9.5423, -0.0002, -0.001, 0
Si, 9.4598, 6.816, 9.491, -0.0014, -0.0003, -0.0014
Si, -0.0396, -0.0212, 10.9102, -0.0019, -0.0005, 0.0001
Si, 2.718, 2.6826, 10.9138, -0.0029, 0.0021, -0.0005
Si, -0.0944, 5.4417, 10.8214, 0.0006, -0.0013, 0
Si, 2.6586, 8.1491, 10.7942, -0.0002, -0.0015, -0.001
Si, 5.4391, -0.0107, 10.8696, -0.0002, -0.0014, 0.0019
Si, 8.108, 2.6793, 10.8759, -0.0005, -0.001, -0.0005
Si, 5.4065, 5.3504, 10.8373, -0.0007, -0.0007, -0.0009
Si, 8.1201, 8.1397, 10.9301, 0.0007, -0.0006, -0.0001
Si, 1.3715, 1.2981, 12.2691, 0.0024, -0.0013, 0.0018
Si, 4.0972, 4.0204, 12.2746, -0.0014, -0.0036, 0.0017
Si, 1.2344, 6.8408, 12.1175, -0.0008, -0.0001, -0.0016
Si, 4.0538, 9.4707, 12.1308, -0.0001, 0.0011, -0.0009
Si, 6.7941, 1.3, 12.2934, -0.0027, 0.0006, -0.0016
Si, 9.4173, 4.0986, 12.1936, -0.0013, 0, -0.0024
Si, 6.7426, 6.6807, 12.2017, -0.0004, 0.0011, 0.0002
Si, 9.4144, 9.5748, 12.2986, -0.0022, 0.0013, 0
Si, -0.1617, 2.6222, 13.4722, -0.0011, -0.0006, -0.0047
Si, 2.8357, -0.0576, 13.5859, 0.0021, 0.0042, -0.0032
Si, -0.0408, 8.267, 13.5542, -0.0005, -0.0023, -0.0036
Si, 2.5284, 5.3625, 13.3841, -0.0064, -0.0017, -0.0051
Si, 5.546, 2.7176, 13.6801, -0.0018, 0.0011, -0.004
Si, 7.9945, -0.111, 13.8121, -0.0017, -0.0002, -0.0054
Si, 5.2515, 7.9472, 13.4441, -0.0041, 0.0011, -0.0032
Si, 8.1085, 5.4643, 13.6749, 0.003, 0.0006, -0.0048
Si, 0.8835, 4.306, 14.6591, -0.0009, -0.0004, 0.077
Si, 4.1315, 1.3781, 14.9652, -0.011, 0.0056, 0.0883
Si, 1.5789, 9.3468, 14.8562, -0.0064, 0.0136, 0.0762
Si, 3.5275, 6.9254, 14.7368, 0.0055, -0.0162, 0.0859
Si, 7.0844, 3.8553, 15.0778, -0.0183, 0.0146, 0.0922
Si, 9.2425, 1.5625, 14.9677, 0.0122, -0.0099, 0.0737
Si, 6.526, 9.1376, 14.9245, -0.008, -0.0151, 0.0976
Si, 9.7174, 6.7173, 14.8748, -0.0012, 0.0037, 0.0824
Si, 11.5974, -10.3066, 30.0705, -0.0031, 0.0258, 0.1778
Si, -0.7326, 17.5204, 20.8982, -0.0098, 0.005, 0.1847
Si, 7.6789, -2.7406, 21.3991, 0.001, -0.0296, 0.1878
Si, 8.1779, 7.6037, 17.1745, -0.0113, 0.022, 0.1992
Si, 21.3372, 17.6477, 26.132, 0.012, -0.0158, 0.2257
Si, 12.0274, 3.8298, 34.5486, 0.015, 0.0222, 0.1608
Si, -0.5112, 9.3719, 21.8718, 0.0177, -0.0175, 0.1961
Si, -16.7341, -3.9811, 25.9499, -0.0249, -0.0193, 0.2427
Si, 12.3058, 5.4175, 19.4813, -0.0365, 0.0021, 0.1922
Si, 11.7894, -3.8235, 28.6763, -0.0062, 0.0112, 0.1707
Si, -1.1323, 9.2377, 29.5939, -0.0361, 0.0182, 0.1625
Si, 8.7678, 15.8464, 27.6889, 0.0049, -0.028, 0.1891
Si, -4.5611, -39.1202, 29.7171, -0.0063, 0.0154, 0.1967
Si, 5.2123, 7.003, 31.1376, -0.012, 0.0214, 0.2378
Si, 6.7819, -1.4645, 34.3735, -0.0138, 0.0024, 0.1951
Si, -16.0597, 24.9677, 20.2106, -0.0094, -0.0313, 0.2039
Si, 11.9096, 10.8789, 19.8669, 0.0155, -0.0123, 0.2029
Si, 11.3594, -6.6349, 29.3196, -0.0223, -0.0209, 0.2052
Si, 15.8703, 25.7305, 27.0523, -0.0066, -0.0212, 0.1859
Si, -10.1078, 1.5389, 25.0098, -0.0119, 0.0214, 0.2069
Si, 5.0652, 15.6098, 22.7878, 0.0095, 0.0136, 0.1937
Si, 30.8463, -20.9483, 28.344, 0.013, -0.0277, 0.1799
Si, 14.4511, 5.3902, 17.4753, -0.0313, 0.0015, 0.1848
Si, 26.878, -0.369, 17.2617, 0.007, -0.0321, 0.2191
Si, 24.3391, 13.6332, 20.3021, 0.0155, 0.0052, 0.1807
Si, 14.4898, -23.2575, 19.7938, -0.0004, -0.0161, 0.2082
Si, 8.9348, 13.3003, 23.5621, 0.0077, 0.0191, 0.2152
Si, -19.4625, 2.8984, 16.5958, 0.0181, -0.0013, 0.1617
Si, -3.4427, -10.0244, 21.2587, 0.0203, 0.0338, 0.1936
Si, -6.0222, -11.0622, 22.3792, -0.0146, 0.0049, 0.1865
Si, -4.5047, -9.4996, 30.0262, 0.005, -0.0414, 0.1509
Si, 3.5977, 0.4122, 28.8083, 0.0093, -0.0087, 0.1535
Si, -8.6365, 13.5264, 27.3403, 0.0197, -0.0041, 0.1913
Si, -1.0181, -9.0665, 34.4797, -0.0105, -0.0253, 0.1709
Si, 11.4777, -1.4922, 24.8674, -0.0157, -0.0048, 0.2069
Si, 17.8314, 6.7901, 23.8961, 0.0031, -0.0105, 0.1963
Si, -7.1155, -13.5688, 28.6042, -0.0045, 0.0026, 0.2126
Si, 11.3847, 0.4725, 17.0298, 0.0101, 0, 0.1939
Si, 7.4975, -1.0589, 19.0896, 0.0027, 0.01, 0.2197
Si, 14.2316, -2.4213, 23.9247, -0.005, -0.0273, 0.2057
Si, 7.6456, 24.3639, 26.1975, 0.0137, 0.0003, 0.2094
Si, 9.6985, -16.3024, 23.6163, -0.0037, -0.0161, 0.2098
Si, 11.0653, -18.9838, 31.9785, -0.0107, 0.0169, 0.257
Si, 14.1567, 6.9436, 21.3775, 0.0189, 0.0076, 0.1964
Si, 14.1253, 13.3235, 23.1767, -0.0192, -0.0202, 0.1999
Si, -4.4995, -5.7401, 17.9492, -0.0071, -0.0166, 0.2046
Si, 15.415, 7.1551, 34.1293, -0.0196, -0.0057, 0.2063
Si, 7.1531, -12.21, 31.4139, -0.0055, -0.0125, 0.2124
O, 10.5587, -13.4515, -10.5661, 0.019, 0.046, -0.0916
O, -0.1642, -18.0413, -5.5222, 0.0159, 0.0422, -0.1537
O, -14.2808, -12.0222, -3.2688, 0.0116, 0.0043, -0.1619
O, 4.4201, -12.1507, -12.7316, 0.0264, 0.0412, -0.0912
O, 4.1852, 1.4538, -0.4226, 0.0022, -0.0019, -0.0351
O, 1.3786, -1.3824, -0.567, -0.0017, 0.0005, -0.0285
O, 4.9141, -9.6577, -6.9214, -0.0413, -0.0049, -0.0654
O, -2.4663, -8.7519, -1.1492, 0.0308, -0.0212, -0.078
O, 4.1147, 9.7863, -7.658, 0.0013, -0.013, -0.0578
O, 27.9623, -2.6082, -4.9575, -0.0067, -0.0104, -0.0736
O, 16.1184, 5.3371, -9.9795, 0.007, 0.0522, -0.0904
O, 19.9785, 25.7801, -12.8582, 0.0024, 0.0098, -0.0644
O, 15.2852, 28.5848, -3.6991, 0.0296, -0.0059, -0.1694
O, -2.2581, -20.2763, 26.941, -0.0333, 0.0456, -0.1219
O, -1.3527, 7.085, 16.4793, 0.0263, -0.018, -0.1042
O, -0.0777, 5.5523, 14.9341, 0.0017, -0.0036, -0.0319
O, -4.4333, 12.6773, 20.3992, -0.0199, 0.0234, -0.0764
O, 8.5409, 6.8726, 20.8363, 0.0005, 0.0002, -0.0642
O, -8.6682, 5.9689, 18.184, 0.0569, -0.001, -0.1154
O, 11.8773, 2.4553, 26.3391, -0.0353, -0.0318, -0.1301
O, 4.1345, 13.8134, 19.8884, 0.0006, 0.0038, -0.0718
O, 19.4171, 6.5501, 23.9176, -0.0087, 0.0074, -0.0729
O, 10.0819, 1.0657, 16.2874, -0.0445, 0.0232, -0.093
O, 0.029, -0.1842, 21.1342, 0.0322, 0.0341, -0.1044
O, 11.9177, -0.8167, 16.218, 0.0206, -0.0398, -0.0972
O, 7.652, -5.9729, 28.8786, 0.048, 0.0079, -0.1012
O, 10.955, 9.4181, 23.3598, -0.0372, 0.0022, -0.1662
O, 7.4271, 6.3979, 17.971, 0.0111, 0.0134, -0.0729
O, 13.043, 12.6795, 24.1886, 0.0658, 0.021, -0.1159
O, 3.9072, -3.0246, 20.2036, 0.0074, 0.0331, -0.092
O, -17.6622, 3.7296, 23.6751, 0.0058, 0.0038, -0.0796
O, 4.3104, 5.9211, 22.0353, -0.0295, 0.025, -0.0857
O, 6.8253, 19.6764, 20.1732, -0.0099, 0.0354, -0.1196
O, -9.766, -6.9851, 16.2343, -0.0248, 0.0175, -0.0901
O, 6.4515, -21.673, 31.0349, -0.0148, 0.0594, -0.0917
O, 26.313, -14.1555, 27.3103, 0.0415, -0.0396, -0.1566
O, 23.7562, 1.28, 20.0114, -0.0164, -0.018, -0.0687
O, 4.5693, 11.8898, 16.5517, -0.0165, 0.0326, -0.1088
O, 4.2773, -11.4273, 20.921, -0.0319, -0.0304, -0.1295
O, -15.7996, -5.2811, 30.7858, 0.0234, -0.0559, -0.0962
O, 8.7633, 9.2115, 22.0044, -0.0157, -0.0006, -0.0645
O, 14.0405, 18.6015, 34.8113, 0.041, -0.0266, -0.0883
O, 13.8902, -9.6844, 27.5277, -0.0266, 0.0376, -0.0898
O, 8.2032, -10.848, 20.0594, 0.0037, -0.0371, -0.1093
O, -0.5174, -8.9731, 24.1281, -0.0335, 0.0077, -0.0826
O, 9.2528, 10.0915, 28.2921, -0.007, 0.0185, -0.079
O, 24.7272, -8.3858, 15.1726, 0.0245, -0.0174, -0.0753
O, -2.6866, 13.6055, 15.5032, 0.0007, -0.0029, -0.0404
O, -4.4315, 7.4277, 25.3165, 0.034, -0.0013, -0.1094
O, 5.3421, -1.257, 15.9421, 0.0246, -0.0216, -0.1079
O, 8.4466, 30.6476, 18.1693, 0.0144, -0.0489, -0.1101
O, 6.0882, -0.1509, 35.007, 0.0322, -0.0377, -0.0895
O, 25.763, -3.6524, 24.7623, -0.0323, 0.038, -0.1202
O, 2.7042, -2.9897, 22.5587, -0.0017, -0.0326, -0.1289
O, -5.2399, -2.5923, 34.275, 0.0054, -0.0074, -0.0561
O, -4.698, 5.3724, 23.738, -0.024, -0.0226, -0.0839
O, 10.6581, 27.4725, 24.9129, -0.0186, -0.0271, -0.1316
O, -13.2578, -9.2242, 22.1885, -0.0434, -0.0505, -0.1286
O, 12.9672, 6.0519, 20.8014, -0.0299, -0.0293, -0.0973
O, 23.3737, -28.8527, 19.5507, -0.0084, 0.015, -0.0769
O, 29.5126, 13.0646, 24.6428, 0.0313, -0.0116, -0.1473
O, -4.0932, 14.9767, 35.7988, -0.0006, -0.0002, -0.0335
O, -1.7923, -4.4836, 26.9993, 0.0211, 0.0319, -0.094
O, 10.9964, 10.9416, 18.539, -0.0201, 0.0165, -0.1476
O, -0.4008, 5.8252, 22.2625, 0.0197, 0.0354, -0.1409
O, -3.5461, 8.0945, 15.878, -0.0274, 0.0276, -0.1061
O, -6.8032, 20.7002, 18.3, 0.041, 0.035, -0.1437
O, -19.769, -1.2866, 19.806, -0.0018, 0.0102, -0.0649
O, -17.5301, 7.3941, 29.9172, -0.0429, 0.0332, -0.1394
O, 1.1551, 14.5344, 32.9516, -0.0243, -0.0287, -0.1449
O, 13.4541, -2.7637, 15.3102, -0.0039, 0.002, -0.0425
O, 6.4875, 10.6285, 18.1073, -0.0445, 0.0134, -0.108
O, 6.4809, -21.8077, 22.2421, 0.0203, 0.0082, -0.0716
O, 8.4747, -12.6228, 30.5791, 0.0628, -0.0045, -0.0976
O, -10.8578, 10.0422, 30.391, -0.0057, -0.0086, -0.0635
O, 21.7462, 8.0869, 21.0171, 0.0027, -0.0119, -0.0631
O, 6.4776, -6.4362, 16.4832, 0.0238, -0.0377, -0.1418
O, -0.7584, -17.4337, 28.2912, -0.0447, 0.0214, -0.0862
O, 3.4184, -7.1227, 17.3923, -0.0165, -0.0181, -0.0744
O, -5.7591, -17.5169, 28.6437, -0.0292, -0.0112, -0.1295
O, -0.1483, -5.038, 19.5998, 0.0295, -0.022, -0.0903
O, 13.4718, 3.4419, 35.1344, -0.0358, 0.0204, -0.0744
O, -8.7267, 19.8972, 24.8737, 0.0283, -0.0045, -0.0799
O, -11.9371, -8.6586, 32.9081, 0.0253, 0.0196, -0.1354
O, 9.5942, -4.003, 35.8488, -0.0013, 0.0005, -0.034
O, 12.5858, 1.5565, 17.2352, 0.0014, 0.0111, -0.0699
O, 0.6409, 5.2942, 35.0064, 0.0203, -0.0317, -0.0761
O, 11.9788, -5.1505, 29.5917, -0.0003, 0.022, -0.0703
O, 26.6777, 16.594, 18.3165, -0.0061, 0.0008, -0.0757
O, 6.079, 2.7785, 26.6606, 0.0199, -0.008, -0.0708
O, 22.3148, -10.8839, 25.4946, 0.0034, -0.0183, -0.0751
O, 27.6157, -6.9835, 21.6509, 0.0141, -0.0383, -0.1288
O, 13.3191, -7.901, 21.8926, -0.018, 0.0118, -0.1452
O, 1.645, 14.1698, 28.7234, 0.0372, -0.0254, -0.1046
O, 21.2586, 0.3272, 34.8909, -0.0227, 0.033, -0.0804
O, 26.0536, 12.1549, 22.8036, 0.0184, -0.0201, -0.0678
O, 8.3063, 4.0409, 26.4478, -0.011, -0.0242, -0.0946
O, 21.3164, -3.0528, 29.1602, 0.0292, -0.0368, -0.0679
O, 0.7883, 17.4118, 27.1574, -0.0296, -0.0005, -0.129
O, 5.0006, -15.927, 34.9686, -0.0237, 0.0404, -0.0943
O, -8.7263, 18.9532, 28.6592, -0.0044, -0.0019, -0.0586
O, 17.4596, 4.0161, 19.1028, 0.0229, 0.0609, -0.126
O, 0.066, -8.089, 35.194, -0.0034, -0.0021, -0.0641
O, 3.8945, 16.9514, 16.0633, 0.0003, 0.0403, -0.1282
O, 2.2688, -21.4386, 29.729, 0.0478, -0.0019, -0.0729
O, -2.9253, 8.8746, 35.3004, -0.0404, 0.0313, -0.0889
O, -4.2236, 29.4956, 22.5907, 0.0165, 0.0415, -0.1194
O, 18.6733, 1.2137, 29.2434, 0.0468, 0.002, -0.0797
O, 21.4117, 1.2918, 29.0059, -0.0363, 0.0088, -0.085
O, 3.4408, 3.5687, 26.7618, 0.0094, 0.0119, -0.0708
O, 28.2375, 2.9729, 30.4814, -0.0024, 0.016, -0.0664
O, 11.7459, 1.4615, 31.4098, 0.0112, -0.0553, -0.1246

Results
free energy: -155989.246 eV
free energy less fixed offsets of O -570.45, Si -639.56 eV per atom: -2.206 eV

The program warned: the cutoff lies below the one the program advises for these potential files; the forces do not sum to zero within the program's tolerance; empty levels may hold ghost states of the PAW files; the exchange-correlation potential is rough where the density is thin.
